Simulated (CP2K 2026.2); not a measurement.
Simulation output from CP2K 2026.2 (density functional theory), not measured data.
Periodic cell of 440 atoms, Si320O120, from a study of silicon, its oxide and their interface. The atomic structure is a simulated model.
Doubt: the forces sum to 1.48 eV/angstrom along one axis rather than to zero, so they err by at least 0.0034 eV/angstrom per atom on average; the grid cutoff is modest.

Settings: functional PBE; method Gaussian and plane waves; basis set DZVP-MOLOPT-SR-GTH; pseudopotentials GTH-PBE; grid cutoff 350 Ry, relative cutoff 50 Ry; k points Gamma only; occupations fixed; spin none; net charge 0.

Cell vectors (angstrom)
a	15.3866	0	0
b	0	15.3866	0
c	0.0802	4.1701	33.4245

Atoms and the computed forces on them: element, x, y, z (angstrom), force x, y, z (eV/angstrom)
Si	0.135	16.723	28.636	0.019	-0.157	0.748
Si	15.384	6.576	28.67	0.055	-0.157	0.777
Si	15.411	9.687	28.87	0.099	0.05	0.715
Si	15.455	14.278	28.81	0.025	0.29	0.592
Si	4.032	17.31	28.739	-0.084	0.37	0.738
Si	3.89	6.486	28.302	0.05	-0.392	0.783
Si	3.859	9.637	28.661	0.086	0.184	0.771
Si	3.93	14.106	28.682	-0.006	-0.445	0.705
Si	7.819	17.176	28.697	0.056	0.128	0.801
Si	7.95	7.012	28.652	-0.298	0.135	0.654
Si	7.795	9.446	28.805	0.026	-0.275	0.495
Si	7.717	14.077	28.777	0.124	-0.157	0.697
Si	11.73	16.818	28.781	-0.112	-0.199	0.798
Si	11.52	6.658	28.611	0.115	-0.403	0.769
Si	11.762	9.751	28.935	-0.184	0.157	0.66
Si	11.695	14.394	28.944	-0.084	0.283	0.565
Si	1.995	17.565	29.896	-0.02	0.006	-0.075
Si	2.026	6.12	29.804	0.008	0.016	-0.031
Si	2.014	9.885	30.077	0.025	0.009	-0.021
Si	2.013	13.765	30.011	-0.011	0.011	-0.06
Si	5.938	17.611	30.036	0.002	0.017	-0.033
Si	5.899	6.162	29.632	0.023	-0.019	-0.079
Si	5.823	9.926	29.967	-0.004	0.015	-0.047
Si	5.815	13.804	30.071	-0.018	-0.014	-0.02
Si	9.781	17.546	29.952	0.044	-0.008	-0.107
Si	9.7	6.272	30.053	-0.045	0.016	-0.036
Si	9.718	9.959	30.079	0.004	0.036	-0.025
Si	9.698	13.856	30.061	0.003	-0.049	-0.056
Si	13.652	17.46	29.958	0.02	0.028	-0.073
Si	13.464	6.116	29.911	-0.007	-0.014	-0.031
Si	13.599	9.888	30.297	0.001	0.019	0.004
Si	13.596	13.849	30.178	-0.011	-0.028	-0.025
Si	1.985	4.174	31.176	0.033	0	0.02
Si	2.031	7.931	31.365	-0.02	-0.008	0.007
Si	2.023	11.845	31.365	0.002	-0.023	0.038
Si	2.07	15.706	31.381	-0.018	-0.012	0.027
Si	5.917	4.272	31.164	-0.031	0.003	0.017
Si	5.818	7.958	31.267	0.025	-0.003	0.009
Si	5.855	11.844	31.345	0.016	0.008	0.033
Si	5.858	15.72	31.446	0.008	-0.001	0.022
Si	9.73	4.191	31.215	-0.014	-0.002	0.024
Si	9.738	8.088	31.51	-0.013	-0.023	0.02
Si	9.712	11.907	31.375	-0.002	0.01	0.04
Si	9.706	15.736	31.467	0.033	0.021	0.006
Si	13.563	4.122	31.195	0.002	-0.004	0.005
Si	13.529	7.907	31.492	-0.007	-0.029	0.043
Si	13.577	11.892	31.469	-0.006	-0.013	0.046
Si	13.623	15.727	31.545	-0.009	-0.003	0.036
Si	0.095	4.176	32.608	-0.002	0.014	-0.002
Si	0.118	7.941	32.752	0.017	-0.008	0.005
Si	0.131	11.869	32.771	0.01	-0.015	0.002
Si	0.184	15.711	32.803	0.006	0.004	0.026
Si	3.953	4.193	32.547	0.001	-0.015	-0.018
Si	3.952	7.969	32.709	-0.015	0.013	0.012
Si	3.947	11.854	32.722	-0.009	0.011	-0.015
Si	3.948	15.722	32.779	0.016	0	0.023
Si	7.803	4.206	32.608	-0.005	-0.008	-0.01
Si	7.729	8.018	32.706	0.019	0.027	0.006
Si	7.778	11.878	32.718	0.003	-0.013	-0.003
Si	7.781	15.728	32.792	-0.025	-0.009	0.01
Si	11.647	4.159	32.613	0.008	0.01	-0.013
Si	11.638	8.007	32.852	0.005	0.034	0.027
Si	11.623	11.884	32.765	-0.01	-0.008	0.002
Si	11.642	15.724	32.802	-0.001	-0.006	0.038
Si	15.365	13.459	11.539	-0.001	-0.023	-0.004
Si	15.364	1.933	11.582	-0.005	-0.014	0.007
Si	15.349	5.766	11.62	-0.01	0.005	0.011
Si	15.366	9.598	11.553	0.01	0.001	-0.012
Si	3.896	13.497	11.522	0.002	0.001	-0.016
Si	3.853	1.927	11.529	0.012	-0.001	-0.019
Si	3.845	5.792	11.537	0.008	-0.004	-0.019
Si	3.882	9.605	11.52	-0.004	0.009	-0.021
Si	7.735	13.485	11.525	0.005	0.001	-0.005
Si	7.713	1.953	11.546	0.005	-0.01	-0.009
Si	7.73	5.762	11.564	0	0.001	-0.012
Si	7.732	9.585	11.491	0.02	0.012	-0.021
Si	11.573	13.459	11.565	0.006	-0.007	-0.007
Si	11.583	1.914	11.568	0.002	-0.004	0.002
Si	11.602	5.769	11.608	0.017	-0.015	0.009
Si	11.59	9.591	11.559	-0.005	0.021	-0.015
Si	1.939	13.539	12.812	0.017	-0.019	0.007
Si	1.93	1.991	12.891	0.017	-0.001	-0.005
Si	1.923	5.745	12.915	0.021	0.007	-0.006
Si	1.936	9.572	12.837	-0.001	0.015	-0.007
Si	5.827	13.505	12.888	0.021	0.014	0.002
Si	5.773	1.937	12.881	-0.022	0.029	0.027
Si	5.773	5.831	12.878	0.003	-0.036	0.016
Si	5.83	9.617	12.851	0	-0.016	0.002
Si	9.643	13.508	12.903	0.001	-0.022	0.012
Si	9.648	1.952	12.896	-0.017	0.023	-0.007
Si	9.667	5.72	12.935	-0.037	-0.014	-0.01
Si	9.642	9.535	12.854	-0.028	0.006	0.002
Si	13.472	13.364	12.968	-0.002	0.003	-0.029
Si	13.462	1.863	12.996	0.015	-0.001	0.018
Si	13.465	5.785	13.088	-0.014	0.001	0.038
Si	13.477	9.617	12.99	0.012	-0.014	-0.005
Si	1.929	15.459	14.198	-0.014	-0.004	-0.02
Si	1.92	3.86	14.342	-0.004	-0.002	0.011
Si	1.951	7.664	14.242	0	0.012	0.005
Si	1.92	11.568	14.045	-0.035	-0.008	-0.053
Si	5.854	15.424	14.275	-0.003	-0.006	-0.012
Si	5.663	3.896	14.182	-0.009	0.004	-0.063
Si	5.849	7.744	14.267	0	-0.008	-0.024
Si	5.851	11.545	14.181	-0.005	0.009	-0.029
Si	9.634	15.463	14.278	0.009	-0.034	0.026
Si	9.652	3.812	14.336	0.002	0.007	-0.003
Si	9.674	7.631	14.275	0.007	0.002	0.015
Si	9.653	11.494	14.112	0.032	0.008	0.017
Si	13.473	15.253	14.324	-0.004	0.02	0.004
Si	13.438	3.772	14.392	-0.006	0.001	-0.045
Si	13.491	7.788	14.465	-0.001	-0.075	0.051
Si	13.451	11.484	14.448	0.02	0.032	0.027
Si	0.058	15.328	15.626	-0.022	0.011	0.012
Si	15.402	3.789	15.733	-0.053	0.004	0.052
Si	0.146	7.783	15.757	-0.04	0.011	0.038
Si	0.168	11.537	15.602	0.012	-0.004	0.077
Si	3.866	15.498	15.513	0.022	0.021	0.002
Si	3.835	3.962	15.722	0.032	0.005	0.05
Si	3.894	7.758	15.567	0.007	0.025	0.023
Si	3.843	11.558	15.339	0.025	0.026	0.017
Si	7.761	15.487	15.726	-0.011	0.016	0.027
Si	7.59	3.871	15.456	-0.042	0.014	0.002
Si	7.78	7.689	15.653	-0.017	0.031	0.022
Si	7.79	11.548	15.508	0.009	0.018	0.02
Si	11.519	15.248	15.68	0.072	0.004	0.023
Si	11.516	3.703	15.831	0.023	0.029	0.067
Si	11.475	7.722	15.806	0.085	-0.03	0.014
Si	11.376	11.414	15.7	0.026	-0.032	-0.008
Si	0.628	13.436	16.92	-0.295	0.006	-0.827
Si	15.099	17.179	17.018	0.251	0.102	-0.74
Si	15.122	5.787	16.956	0.287	0.004	-0.794
Si	1.013	9.75	16.867	0.202	-0.219	-0.714
Si	3.696	13.478	16.616	0.018	0.038	-0.64
Si	4.144	17.36	16.937	-0.208	0.071	-0.76
Si	4.219	5.948	17.029	-0.293	-0.048	-0.763
Si	3.492	9.738	16.733	-0.381	-0.081	-0.484
Si	8.269	13.456	16.806	0.252	0.061	-0.582
Si	7.282	2.121	16.966	0.302	-0.212	-0.769
Si	7.367	5.706	16.874	0.232	0.153	-0.775
Si	8.206	9.661	16.858	0.357	-0.008	-0.503
Si	10.702	13.339	16.847	-0.049	-0.019	-0.06
Si	11.907	17.055	17.125	-0.295	0.099	-0.713
Si	11.924	5.724	17.004	-0.316	-0.056	-0.809
Si	10.696	9.594	17.121	-0.025	-0.024	-0.031
Si	6.007	13.171	18.821	0.144	-0.072	-0.061
Si	13.589	8.686	20.745	-0.017	0.02	-0.081
Si	1.9	17.523	19.175	0.002	-0.102	-0.134
Si	5.111	8.397	21.45	-0.068	0.072	0.006
Si	0.758	17.068	25.542	-0.038	-0.022	0.165
Si	7.293	3.93	21.975	-0.02	-0.033	-0.14
Si	3.225	16.916	21.835	-0.038	-0.048	-0.11
Si	8.335	3.995	19.161	-0.033	0	-0.245
Si	9.45	15.816	24.562	-0.024	0.062	0.066
Si	10.792	15.94	19.938	0.136	-0.047	-0.184
Si	0.136	5.739	25.726	0.098	0.02	0.024
Si	5.827	10.123	18.929	-0.057	0.027	-0.296
Si	14.953	14.232	22.302	-0.098	0.118	-0.158
Si	11.281	12.995	19.059	-0.299	0.058	-0.607
Si	2.97	6.911	19.823	0.11	-0.005	-0.154
Si	0.232	9.877	22.472	-0.099	-0.08	-0.031
Si	13.695	3.892	21.138	-0.041	-0.016	-0.064
Si	6.854	8.017	23.823	-0.025	0.059	0.02
Si	4.467	3.702	23.429	-0.102	-0.049	0.003
Si	5.638	15.031	21.316	-0.032	-0.022	0.046
Si	11.327	12.102	27.102	0.053	-0.012	0.094
Si	8.449	16.42	21.787	0	-0.016	-0.029
Si	5.933	13.027	23.545	-0.056	0.024	0.024
Si	4.81	10.133	23.778	0.035	-0.048	0.071
Si	8.037	5.356	24.349	0.027	0.055	0.082
Si	9.909	8.626	24.056	-0.031	-0.085	0.045
Si	10.959	5.072	19.923	0.098	-0.023	-0.082
Si	8.327	11.751	26.949	-0.103	-0.042	0.03
Si	11.209	11.515	24.028	0.04	0.067	0.024
Si	1.449	8.203	24.821	-0.008	0.013	-0.009
Si	0.839	9.119	19.721	-0.057	-0.015	0.019
Si	14.12	12.047	23.93	-0.016	-0.118	0.091
Si	3.059	5.791	25.302	0.02	0.051	0.178
Si	13.552	16.315	20.773	-0.001	-0.099	-0.001
Si	4.159	14.192	25.666	-0.037	0.014	0.129
Si	13.926	3.549	24.315	0.065	-0.114	0.091
Si	1.924	14.927	23.873	0.003	0.028	0.026
Si	2.667	10.595	26.044	0.014	-0.079	0.085
Si	0.838	5.048	19.782	-0.138	-0.092	-0.111
Si	3.871	17.343	25.798	-0.081	-0.023	0.119
Si	8.43	18.245	25.899	0.089	-0.04	0.037
Si	9.858	6.634	26.217	0.001	-0.039	0.247
Si	14.208	13.737	19.497	0.038	0.129	-0.019
Si	8.813	12.976	24.263	-0.002	-0.062	0.056
Si	11.369	17.699	25.782	-0.04	0.004	0.038
Si	0.13	12.016	26.671	0.049	0.073	0.092
Si	10.92	7.652	21.304	-0.007	0.24	-0.097
Si	11.223	9.992	19.438	-0.156	-0.114	-0.64
Si	0.049	13.511	0.637	-0.004	-0.001	0.011
Si	0.032	1.859	0.657	-0.012	-0.002	0.01
Si	0.032	5.739	0.654	-0.015	0	0.008
Si	0.06	9.609	0.712	-0.012	0.028	0.024
Si	3.877	13.53	0.607	-0.024	0.01	0.006
Si	3.868	1.873	0.614	0.005	-0.012	-0.017
Si	3.866	5.746	0.637	0.021	0	0.014
Si	3.875	9.605	0.676	-0.015	-0.001	0.019
Si	7.694	13.528	0.632	0.021	0.008	0.003
Si	7.711	1.914	0.62	0.002	0.002	0.001
Si	7.679	5.775	0.645	0.007	-0.009	0.026
Si	7.703	9.615	0.686	0.018	-0.018	0.011
Si	11.554	13.511	0.654	0.003	-0.015	-0.005
Si	11.559	1.861	0.661	-0.01	-0.008	0.002
Si	11.567	5.793	0.709	-0.008	0.011	0.017
Si	11.556	9.621	0.709	0.026	0.004	0.015
Si	1.967	13.512	2.003	0.005	-0.008	0.001
Si	1.96	1.883	2.006	-0.017	0.024	0.004
Si	1.952	5.755	2.015	0	-0.035	-0.014
Si	1.972	9.607	2.059	0.006	0.016	0
Si	5.781	13.507	2.006	-0.005	-0.026	-0.003
Si	5.789	1.894	1.991	-0.004	0.017	-0.004
Si	5.775	5.775	2.023	-0.003	-0.019	-0.006
Si	5.788	9.612	2.045	-0.009	0.029	-0.003
Si	9.622	13.503	2.004	-0.01	-0.022	-0.001
Si	9.625	1.896	2.005	0.011	0.028	-0.001
Si	9.612	5.771	2.016	0.005	-0.03	-0.008
Si	9.626	9.614	2.046	-0.006	0.012	-0.003
Si	13.497	13.494	1.998	0	-0.026	-0.001
Si	13.489	1.887	2.014	0.016	0.025	0.001
Si	13.504	5.777	2.035	-0.004	-0.017	0.003
Si	13.498	9.616	2.04	-0.001	0.017	0.004
Si	1.957	15.389	3.409	0.008	-0.003	0.005
Si	1.949	3.823	3.359	0.002	-0.01	0
Si	1.954	7.674	3.395	-0.001	0.013	0.006
Si	1.96	11.567	3.366	-0.008	-0.004	-0.006
Si	5.79	15.398	3.401	-0.002	0.005	0.01
Si	5.786	3.83	3.357	0	0.001	-0.003
Si	5.784	7.688	3.401	0.001	-0.006	0.007
Si	5.787	11.565	3.368	0	-0.007	0.005
Si	9.626	15.391	3.398	-0.014	0.001	-0.001
Si	9.633	3.834	3.356	0.011	0.001	0.001
Si	9.627	7.686	3.392	-0.003	0.004	0
Si	9.629	11.565	3.366	-0.006	-0.002	-0.001
Si	13.492	15.381	3.4	0.001	0.009	-0.004
Si	13.488	3.83	3.361	-0.008	-0.006	0.005
Si	13.5	7.694	3.399	0.011	0.001	0.004
Si	13.49	11.562	3.366	0.006	-0.003	-0.013
Si	0.027	15.386	4.759	0.006	0.001	0.004
Si	0.025	3.834	4.724	0.006	0	-0.003
Si	0.032	7.691	4.756	-0.002	-0.004	0.002
Si	0.029	11.553	4.727	-0.004	0.015	-0.001
Si	3.872	15.394	4.769	-0.009	-0.002	0.009
Si	3.866	3.836	4.731	-0.016	-0.001	0.001
Si	3.866	7.686	4.763	-0.001	-0.004	0.001
Si	3.871	11.554	4.745	0	0.016	0.004
Si	7.712	15.392	4.762	0.005	-0.006	0.008
Si	7.714	3.838	4.724	0.013	-0.012	-0.008
Si	7.712	7.69	4.755	-0.002	-0.004	-0.002
Si	7.712	11.554	4.736	-0.004	0.009	0.005
Si	11.56	15.387	4.746	0.002	0	-0.001
Si	11.56	3.839	4.718	-0.006	0.003	0.003
Si	11.562	7.688	4.739	0.001	-0.018	-0.004
Si	11.56	11.553	4.726	0.004	0.006	-0.001
Si	0.023	13.459	6.11	0.002	0.001	-0.001
Si	0.023	1.929	6.108	-0.012	-0.002	0.001
Si	0.024	5.755	6.096	-0.009	-0.002	-0.004
Si	0.025	9.629	6.097	0.011	0.003	-0.004
Si	3.869	13.467	6.122	0.003	0.006	0.005
Si	3.86	1.934	6.121	0.01	-0.013	0.008
Si	3.859	5.754	6.106	0.012	-0.002	-0.002
Si	3.865	9.623	6.108	-0.009	-0.012	-0.001
Si	7.717	13.465	6.114	-0.004	0.006	0.004
Si	7.722	1.935	6.111	-0.007	-0.004	0.007
Si	7.72	5.756	6.099	-0.003	0.003	0.001
Si	7.717	9.624	6.101	0.001	-0.006	-0.003
Si	11.562	13.464	6.104	-0.007	0.013	0.001
Si	11.559	1.93	6.097	0.006	0.006	-0.002
Si	11.562	5.758	6.087	0.007	-0.002	-0.004
Si	11.563	9.621	6.088	-0.006	-0.002	-0.006
Si	1.938	13.463	7.478	-0.004	-0.004	-0.003
Si	1.932	1.935	7.487	-0.01	0	0.006
Si	1.934	5.76	7.474	-0.008	0.003	0.001
Si	1.937	9.621	7.471	-0.005	0.012	0.005
Si	5.796	13.467	7.475	0.001	-0.002	0.005
Si	5.795	1.937	7.462	0.005	0.01	0.002
Si	5.791	5.761	7.449	-0.005	-0.008	-0.001
Si	5.795	9.62	7.464	0.001	0.001	0.007
Si	9.645	13.466	7.471	-0.006	-0.01	0.005
Si	9.65	1.934	7.476	0.013	-0.001	-0.005
Si	9.65	5.758	7.461	0.015	-0.003	-0.002
Si	9.647	9.614	7.461	-0.005	0.002	0.001
Si	13.484	13.46	7.467	0.006	0.001	-0.004
Si	13.48	1.931	7.458	0.003	0.001	-0.009
Si	13.483	5.759	7.449	-0.005	-0.003	-0.01
Si	13.483	9.617	7.457	0	-0.004	-0.004
Si	1.921	15.389	8.836	0.001	-0.023	0.003
Si	1.922	3.854	8.863	0.008	-0.003	0.017
Si	1.915	7.691	8.829	0.004	0.002	0.002
Si	1.944	11.54	8.84	-0.007	0.002	-0.005
Si	5.799	15.404	8.817	-0.005	0.004	-0.005
Si	5.793	3.856	8.825	0.002	-0.006	-0.004
Si	5.792	7.679	8.807	0.004	-0.028	-0.01
Si	5.801	11.541	8.83	-0.003	0.008	-0.003
Si	9.651	15.393	8.833	-0.002	0.003	0.005
Si	9.662	3.853	8.849	-0.006	-0.002	0.002
Si	9.66	7.681	8.821	-0.007	0.003	-0.004
Si	9.652	11.536	8.824	0.008	0.007	-0.001
Si	13.478	15.395	8.813	-0.001	0.024	-0.001
Si	13.48	3.849	8.824	-0.003	0.007	-0.008
Si	13.481	7.679	8.808	0.005	-0.025	-0.007
Si	13.479	11.536	8.828	-0.006	0.013	0.003
Si	15.374	15.4	10.2	0.012	0	-0.002
Si	15.366	3.858	10.223	0.001	-0.005	0.009
Si	15.372	7.669	10.205	-0.002	0.011	0.001
Si	15.398	11.528	10.191	0.022	0.002	0.005
Si	3.866	15.404	10.158	-0.002	0.007	-0.004
Si	3.873	3.861	10.188	-0.001	-0.001	0.005
Si	3.858	7.693	10.154	-0.014	-0.008	-0.002
Si	3.878	11.549	10.189	0.007	-0.004	0.005
Si	7.721	15.412	10.182	0.002	0.011	-0.005
Si	7.719	3.86	10.181	0.011	0.001	0.002
Si	7.725	7.661	10.158	-0.004	0	-0.001
Si	7.733	11.543	10.18	0	-0.016	-0.004
Si	11.578	15.383	10.197	-0.008	0.009	-0.006
Si	11.592	3.852	10.223	-0.005	0.001	-0.002
Si	11.585	7.671	10.199	-0.01	0.008	-0.005
Si	11.564	11.529	10.205	-0.022	-0.003	0.002
O	2.218	13.457	17.337	-0.011	-0.147	0.278
O	9.202	14.313	25.097	0.127	0.099	0.218
O	3.487	6.178	18.471	-0.305	-0.306	0.131
O	13.511	17.232	17.447	0.063	0.015	0.239
O	4.488	9.841	18.05	-0.028	0.122	0.064
O	0.503	5.786	18.384	0.098	0.365	0.019
O	4.949	13.375	17.633	0.076	0.153	-0.072
O	7.524	13.391	18.283	0.229	0.088	0.37
O	0.639	16.925	18.352	-0.01	-0.566	0.465
O	5.714	17.322	17.413	-0.167	-0.305	0.315
O	7.131	15.553	21.542	0.151	-0.127	-0.026
O	8.051	2.627	18.326	0.439	-0.22	0.431
O	5.814	5.841	17.381	0.019	0.078	0.519
O	8.235	5.309	18.204	0.472	0.382	0.182
O	11.088	6.065	27.125	0.215	-0.585	-0.226
O	15.386	13.469	27.374	-0.161	0.215	-0.482
O	11.266	5.724	18.482	-0.387	0.244	-0.021
O	13.528	5.799	17.299	0.063	0.149	0.373
O	5.765	9.221	20.245	0.397	-0.208	0.259
O	2.746	16.098	23.133	0.124	0.154	0.297
O	0.129	17.11	27.035	-0.07	0.291	-0.267
O	12.275	4.435	20.602	-0.041	0.108	0.336
O	9.841	3.918	19.75	0.284	-0.478	0.325
O	2.285	17.61	25.573	-0.012	0.59	0.103
O	14.792	13.356	20.951	0.171	-0.443	0.113
O	5.812	9.066	24.514	-0.085	-0.128	0.706
O	10.735	11.553	19.644	-0.387	0.015	0.462
O	4.734	18.033	24.627	0.733	-0.172	0.11
O	7.526	13.222	23.338	0.064	0.336	-0.555
O	8.499	6.688	27.123	-0.119	0.016	-0.355
O	7.592	4.012	25.139	-0.66	-0.223	0.271
O	11.13	16.688	18.525	-0.083	-0.03	0.197
O	1.726	9.276	25.994	-0.285	-0.12	0.472
O	11.429	12.032	25.525	0.185	0.275	-0.186
O	10.022	18.596	25.959	0.104	0.658	-0.034
O	1.903	5.963	20.581	0.092	0.037	0.578
O	7.747	15.611	28.177	0.134	-0.006	-0.211
O	10.584	10.06	23.965	-0.119	0.112	-0.313
O	14.118	13.606	23.525	-0.334	0.471	0.202
O	8.311	16.811	25.154	-0.519	-0.145	-0.038
O	11.933	17.333	27.242	0.586	0.098	-0.179
O	4.214	17.984	27.254	0.244	0.616	-0.209
O	1.636	11.842	26.086	0.2	0.401	-0.127
O	2.915	13.924	24.657	-0.271	-0.463	-0.313
O	14.016	17.827	20.487	0.206	0.072	-0.45
O	7.812	18.14	27.384	-0.167	0.366	0.005
O	3.62	10.591	27.355	0.326	0.426	-0.279
O	11.725	8.252	28.278	-0.129	-0.073	-0.267
O	9.5	5.737	24.922	0.376	-0.152	-0.532
O	5.868	11.671	19.391	-0.143	-0.115	0.768
O	14.165	9.224	22.158	-0.375	0.015	0.528
O	12.693	11.483	23.404	0.155	-0.462	-0.273
O	14.899	4.857	20.671	0.009	0.437	0.167
O	11.948	16.322	21.015	-0.231	-0.013	0.53
O	8.316	8.702	23.803	-0.024	0.293	-0.166
O	11.861	13.559	27.527	0.269	0.159	-0.653
O	10.734	14.313	19.84	-0.322	-0.064	0.446
O	15.255	10.829	27.728	-0.089	0.019	0.011
O	15.372	8.166	28.244	-0.031	-0.093	-0.38
O	15.234	5.689	27.311	-0.26	-0.355	0.02
O	3.944	13.541	27.141	-0.205	-0.315	-0.161
O	12.797	9.824	19.878	0.245	0.407	-0.453
O	3.896	8.107	28.075	0.221	0.104	-0.26
O	14.39	11.897	25.514	-0.209	-0.062	0.007
O	12.101	10.863	27.78	0.588	0.059	-0.309
O	3.6	10.6	24.73	-0.218	0.31	-0.304
O	5.612	14.265	19.912	-0.309	0.386	0.079
O	3.948	15.712	28.469	-0.249	-0.074	-0.185
O	9.346	15.773	22.957	0.552	-0.255	-0.062
O	9.798	11.929	27.585	0.115	-0.301	0.647
O	5.595	11.469	23.33	0.466	-0.222	-0.328
O	3.762	5.845	26.784	0.051	-0.455	-0.078
O	14.38	15.729	22.038	0.222	0.442	0.279
O	10.571	7.762	22.865	0.112	-0.473	0.295
O	4.275	9.389	22.434	-0.733	0.059	0.046
O	7.489	12.992	27.564	-0.3	0.138	-0.116
O	3.917	5.032	24.168	0.08	0.346	-0.086
O	7.28	4.179	20.378	-0.373	0.038	-0.118
O	8.004	17.896	22.237	0.128	0.09	0.264
O	14.896	8.186	19.915	0.068	-0.355	-0.085
O	2.177	8.27	19.428	0.256	0.166	-0.485
O	8.16	5.047	22.768	0.514	0.442	-0.272
O	15.259	13.419	18.347	0.053	-0.375	0.459
O	5.81	3.998	22.599	-0.191	0.291	0.045
O	0.582	10.048	18.431	-0.383	0.515	0.324
O	3.237	17.321	18.29	-0.05	-0.037	0.199
O	12.538	18.439	24.97	-0.077	-0.131	0.097
O	14.347	4.966	24.963	-0.436	0.467	0.106
O	6.983	6.579	24.574	-0.377	-0.226	0.086
O	1.6	5.084	25.459	-0.009	-0.702	-0.02
O	10.096	12.508	23.379	0.018	0.128	-0.493
O	0.873	15.566	24.938	-0.352	-0.31	0.143
O	7.208	9.745	18.168	0.148	-0.192	0.45
O	10.419	8.959	20.441	-0.73	0.068	0.29
O	3.429	3.06	22.346	-0.322	0.28	-0.046
O	1.597	3.685	19.419	0.039	0.341	-0.156
O	12.529	7.518	21.065	0.286	-0.789	0.083
O	1.006	10.026	21.054	0.279	0.527	0.086
O	4.171	7.241	20.837	0.006	-0.504	0.118
O	5.204	13.977	22.463	-0.685	0.117	0.006
O	8.398	11.831	25.343	-0.124	-0.471	-0.284
O	12.887	12.877	19.212	0.124	-0.374	0.098
O	13.841	15.322	19.518	-0.172	0.365	-0.564
O	6.311	7.744	22.318	0.103	-0.467	-0.423
O	7.771	10.292	27.371	-0.301	-0.174	-0.523
O	15.154	17.914	24.588	0.144	-0.041	-0.408
O	10.22	8.07	25.551	0.438	0.328	0.382
O	13.678	3.751	22.739	-0.252	0.164	-0.028
O	4.302	15.792	25.775	0.442	-0.019	-0.138
O	0.188	7.275	25.217	-0.546	0.176	0.073
O	2.14	16.836	20.626	-0.373	-0.168	0.199
O	2.785	7.286	24.719	0.582	0.031	-0.296
O	15.338	11.294	23.174	0.508	0.155	-0.174
O	10.3	6.26	20.795	-0.389	0.044	0.37
O	1.125	8.945	23.434	0.291	-0.114	-0.257
O	4.622	16.283	21.315	0.177	0.136	-0.166
O	10.909	16.344	25.015	0.45	-0.243	-0.349
O	1.121	14.172	22.707	0.331	-0.227	-0.223
O	9.357	16.443	20.456	-0.164	0.219	-0.299
O	5.474	13.504	25.025	0.27	-0.137	0.379

Results
total energy: -86847.284 eV
total energy less fixed offsets of O -438.35, Si -107.03 eV per atom: 4.316 eV
